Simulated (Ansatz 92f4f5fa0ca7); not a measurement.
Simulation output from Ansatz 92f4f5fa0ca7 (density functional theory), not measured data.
Periodic cell of 197 atoms, Si117O80, from a study of silicon, its oxide and their interface. The atomic structure is a simulated model.

Settings: functional r2SCAN; potential files Ansatz norm-conserving; basis plane waves; wave-function cutoff 1300 eV; density cutoff ratio 4; exchange-correlation grid ratio 1; k mesh 2 x 2 x 1, shifted by 0.5 0.5 0.5 of a step; self-consistency stop 5e-08 eV per atom in the density residual; occupations Fermi-Dirac, 0.05 eV; spin none; net charge 0.

Cell vectors (angstrom)
a, 11.5403, 0, 0
b, 0, 11.5403, 0
c, 3.6472, 2.4296, 26.4682

Atoms and the computed forces on them: element, x, y, z (angstrom), force x, y, z (eV/angstrom)
Si, -2.448, 3.6185, -1.9282, 0.0408, 0.3403, -0.461
Si, 9.6387, 1.7525, -0.5512, -0.0663, -0.7077, -0.0492
Si, 9.8129, 10.1469, -0.7073, -0.0792, -0.3286, -0.4497
Si, 1.9165, 1.8164, -0.483, -0.2195, -0.0851, -0.3814
Si, 2.0326, 4.5956, -1.5478, -0.4597, -0.0164, -0.182
Si, 2.5312, 10.3097, -0.9123, -0.5742, 0.1387, 0.4928
Si, 5.7779, 1.3183, -0.3231, 0.0392, 0.3046, -0.6781
Si, 5.722, 6.3012, -0.4649, -0.0328, -0.017, -0.2836
Si, 5.8984, 8.6878, -0.4217, 0.15, -0.1223, -0.3298
Si, 0.0293, 1.8629, 0.8091, 0.0674, -0.14, 0.084
Si, 1.4218, 5.5477, 0.5989, -0.0195, 0.0927, -0.1105
Si, 0.4258, 9.6139, 0.3342, -0.212, 0.1268, -0.2334
Si, 3.9042, 1.9295, 0.8612, -0.0672, 0.0492, -0.0434
Si, 4.1246, 3.8227, 2.1917, 0.0744, -0.0055, -0.0667
Si, 4.0914, 9.5316, 0.845, -0.3263, -0.2637, 0.1527
Si, 7.7953, 1.6765, 0.834, -0.1009, -0.2325, 0.1608
Si, 7.8371, 5.4341, 0.3757, -0.0113, -0.1744, -0.548
Si, 7.9468, 9.4146, 0.6091, 0.0894, 0.1793, -0.0184
Si, 0.3846, 3.8244, 1.9912, -0.0627, 0.1343, 0.0584
Si, 0.4749, 7.5916, 1.7071, 0.0976, -0.0584, -0.226
Si, 0.2319, 11.366, 1.9989, 0.145, 0.0648, 0.0172
Si, 3.8608, 5.7736, 0.951, -0.0588, 0.116, 0.5289
Si, 4.0687, 7.6594, 2.2723, -0.1111, 0.1819, 0.1919
Si, 4.0732, 11.4578, 2.1452, 0.0878, -0.1018, 0.3429
Si, 7.8848, 3.7146, 1.9821, 0.1448, -0.094, 0.132
Si, 8.1649, 7.3979, 1.8077, 0.0138, 0.1957, 0.1859
Si, 7.9022, 11.2642, 2.1113, -0.0739, 0.0327, 0.0733
Si, 9.8964, 3.7953, 3.2951, 0.0524, 0.0675, -0.039
Si, 10.0509, 7.5154, 3.2329, -0.0836, -0.1222, -0.1131
Si, 9.8731, 11.332, 3.4146, -0.0087, -0.0906, 0.0338
Si, 2.1801, 3.7371, 3.4556, 0.1252, -0.0338, 0.2492
Si, 2.0819, 7.6634, 3.4473, 0.2533, -0.1872, 0.0951
Si, 2.1182, 11.3981, 3.4361, -0.0436, 0.0129, -0.1151
Si, 6.0811, 3.7388, 3.454, -0.0375, 0.0467, 0.0902
Si, 6.2144, 7.5479, 3.3099, -0.0294, -0.1006, -0.0715
Si, 6.0259, 11.3539, 3.4857, -0.0231, 0.2244, -0.0721
Si, 9.8954, 1.8221, 4.6888, 0.0703, 0.0494, -0.0789
Si, 9.9319, 5.6627, 4.7303, -0.0512, -0.0264, 0.0175
Si, 9.9306, 9.3969, 4.7633, 0.0796, 0.0634, -0.1228
Si, 2.2036, 1.7987, 4.7321, 0.0891, -0.0257, 0.132
Si, 2.1557, 5.6981, 4.7453, -0.1896, -0.0684, 0.0762
Si, 2.1035, 9.5203, 4.851, -0.0136, 0.0124, 0.0667
Si, 6.0286, 1.7827, 4.7458, 0.141, -0.0426, 0.0536
Si, 6.1232, 5.6864, 4.7601, -0.0172, 0.0092, -0.0113
Si, 6.1868, 9.4108, 4.7956, -0.0124, 0.0912, 0.0022
Si, 0.3108, 13.3991, 6.0567, -0.0448, 0.0675, -0.1382
Si, 0.2746, 5.6626, 6.1527, 0.0393, -0.0764, -0.0487
Si, 0.2029, 9.4775, 6.2699, 0.0384, 0.0284, 0.097
Si, 4.1159, 13.3457, 6.1004, -0.0219, -0.0629, 0.0123
Si, 4.1333, 5.7019, 6.0128, 0.0214, 0.0133, 0.0158
Si, 4.1683, 9.4816, 5.9886, -0.0169, -0.1395, 0.057
Si, 7.9363, 13.2843, 6.0783, -0.0148, 0.1678, -0.1402
Si, 8.024, 5.6493, 6.1706, 0.0634, 0.024, -0.0833
Si, 8.0954, 9.4204, 6.2756, -0.1033, 0.0219, 0.1292
Si, 0.2808, 3.7411, 7.5001, 0.0765, -0.0556, 0.0694
Si, 0.2917, 7.4953, 7.6244, -0.0647, -0.065, 0.0824
Si, 0.2264, 11.5432, 7.4571, 0.0952, -0.0148, -0.0817
Si, 4.0746, 3.7975, 7.3826, -0.0137, 0.0266, -0.0406
Si, 4.1826, 7.6115, 7.3642, 0.0307, -0.0439, 0.0559
Si, 4.1856, 11.3537, 7.3826, -0.0752, 0.1373, -0.1461
Si, 7.9209, 3.6483, 7.4457, -0.0492, 0.0522, 0.0522
Si, 8.1049, 7.4628, 7.6926, 0.066, -0.0726, 0.1064
Si, 8.0332, 11.4598, 7.5888, 0.0207, -0.0012, -0.0293
Si, 9.8586, 3.162, 8.6724, -0.0325, 0.0806, 0.0724
Si, 10.0356, 7.03, 9.1328, -0.1746, -0.2142, -0.3161
Si, 9.9547, 12.2751, 8.7705, 0.1121, -0.2935, 0.4682
Si, 2.2367, 3.9355, 8.8945, 0.1619, 0.2407, 0.0899
Si, 2.3331, 7.6731, 8.7844, 0.0191, -0.0203, 0.1281
Si, 2.2325, 11.5653, 8.6818, 0.1025, -0.1196, 0.0905
Si, 5.9364, 3.6669, 8.8167, 0.02, -0.0844, 0.0987
Si, 6.0341, 7.4425, 8.8262, -0.2293, -0.2851, -0.0627
Si, 6.0282, 11.3332, 8.8656, -0.2191, 0.0857, -0.052
Si, 10.4989, 11.9444, 11.8826, -0.1275, -0.1117, 0.239
Si, 9.7872, 4.8423, 10.2887, -0.528, -0.0845, -0.1114
Si, 10.4217, 7.8627, 11.3101, 0.4475, 0.0789, 0.4368
Si, 2.8569, 13.4802, 9.9213, -0.6733, -0.2589, 0.4782
Si, 3.0263, 5.9309, 10.2231, -0.7633, 0.2098, 0.2032
Si, 2.2855, 9.6759, 10.0521, -0.0503, 0.0466, -0.2372
Si, 5.2358, 13.2587, 10.015, 0.667, 0.141, 0.4132
Si, 5.3446, 5.5399, 10.1324, 0.7062, -0.005, 0.2469
Si, 6.008, 9.3264, 10.1594, 0.6256, 0.0142, 0.5988
Si, 1.1176, 14.0382, 12.5129, 0.1069, -0.0489, 0.202
Si, -0.507, 4.9897, 12.2236, 0.355, -0.0653, 0.5135
Si, 0.6044, 9.4187, 11.6808, -0.0839, 0.077, 0.5181
Si, 5.1912, 12.192, 12.8221, 0.1915, 0.1667, 0.3766
Si, 2.872, 7.852, 12.7297, -0.3232, -0.3021, 0.2472
Si, 4.1078, 9.5055, 11.5392, 0.1073, 0.6846, 0.0974
Si, 8.0694, 11.076, 13.6033, 0.0946, 0.0468, 0.3854
Si, 7.3779, 5.5295, 12.3101, -0.1209, -0.0651, 0.2623
Si, 8.321, 8.4696, 12.1976, -0.0954, 0.011, 0.4421
Si, 3.0156, 7.646, 15.8209, 0.0838, 0.0974, 0.2229
Si, 5.9648, 8.6677, 22.516, 0.0463, 0.1005, -0.27
Si, 5.2053, 6.3028, 20.5936, 0.1533, 0.0668, -0.231
Si, 11.6463, 2.9736, 18.8434, -0.0514, -0.0804, -0.2573
Si, 2.9503, 14.6947, 17.5432, 0.0259, -0.0817, -0.098
Si, 1.6381, 9.6496, 20.8604, 0.0256, 0.1731, -0.0599
Si, 8.9624, 4.1407, 14.428, -0.1224, -0.3256, 0.2655
Si, 8.8063, 1.4735, 15.6325, 0.0525, 0.0035, -0.023
Si, 13.4269, 11.7536, 22.7957, 0.1042, -0.1405, -0.1316
Si, 9.6831, 5.0172, 17.4096, -0.0721, -0.046, 0.0224
Si, 8.3904, 7.9584, 23.9968, 0.1233, 0.1165, -0.3272
Si, 12.6009, 6.5405, 20.5647, -0.3142, 0.3685, -0.5366
Si, 10.3058, 6.0997, 22.3982, -0.2049, 0.3602, -0.3216
Si, 14.5819, 13.1928, 14.795, 0.1431, -0.0522, 0.1533
Si, 2.6699, 10.696, 16.5965, -0.0252, 0.0672, -0.0228
Si, 4.5067, 5.8773, 17.7681, 0.0764, -0.0211, -0.2004
Si, 14.0965, 5.5112, 22.0391, 0.2748, -0.0339, 0.0759
Si, 15.7916, 10.8868, 21.3721, 0.0035, 0.0119, -0.085
Si, 11.7402, 10.0157, 18.2061, -0.044, 0.0485, -0.0957
Si, 12.0732, 6.9651, 17.613, -0.0296, -0.0336, 0.1048
Si, 4.4544, 12.2965, 18.6616, 0.0242, -0.0399, 0.0292
Si, 7.0195, 4.7967, 18.7724, 0.1265, -0.0699, -0.0971
Si, 7.2447, 1.7809, 18.0551, -0.05, 0.0986, -0.1345
Si, 0.8481, 14.526, 21.8668, 0.0171, -0.2537, -0.2589
Si, 8.2836, 12.9483, 24.495, 0.7021, -0.2284, -0.4138
Si, 9.6088, 15.1234, 23.1994, 0.1148, 0.1011, -0.4037
Si, 9.9822, 0.7122, 18.1309, 0.0129, -0.0217, -0.1346
O, 8.8427, 4.891, -0.8975, -0.3439, 0.0596, 0.4059
O, 3.663, 4.455, -1.8189, -0.2232, 0.2351, -0.1305
O, 10.2644, 11.7161, 10.2992, -0.0687, 0.3311, -0.345
O, 11.529, 10.7841, 12.3641, -0.1038, -0.0226, -0.2163
O, 11.1904, 13.3562, 12.2898, 0.0304, -0.1267, -0.1587
O, 9.0192, 11.8307, 12.5268, 0.2057, -0.0876, -0.0407
O, 8.3152, 5.0447, 11.068, 0.0622, 0.0407, -0.0804
O, 2.1652, 13.4433, 11.4357, 0.2047, 0.0515, -0.1688
O, 2.7054, 6.5137, 11.7759, 0.2315, -0.1114, -0.3312
O, 1.4542, 8.6813, 12.8961, 0.2256, -0.1048, -0.3661
O, 6.5251, 11.5231, 13.4595, -0.079, -0.0256, -0.265
O, 5.7001, 13.1709, 11.6184, -0.473, -0.1446, -0.3417
O, 5.8669, 5.4142, 11.7227, -0.0531, 0.1513, -0.3051
O, 7.4468, 9.1974, 11.033, -0.4084, 0.1688, -0.2601
O, 3.7183, 13.741, 18.6105, -0.031, -0.062, -0.14
O, 9.408, 7.3404, 22.8971, 0.0061, -0.353, 0.0625
O, 9.7767, 11.7339, -1.1794, 0.012, 0.1913, 0.223
O, 11.5754, 8.4354, 18.0273, 0.1552, -0.0001, -0.0348
O, 7.4678, 8.9502, 23.069, -0.0635, -0.3415, 0.2671
O, 13.9664, 6.3162, 23.4786, 0.0757, -0.0977, -0.0946
O, 2.7647, 11.6975, 15.3418, 0.0524, 0.136, 0.0628
O, 2.0595, 0.3567, -1.2333, 0.4523, -0.2549, 0.3443
O, 17.0458, 10.1329, 22.0313, -0.1501, -0.1637, 0.0288
O, 9.1449, 11.5473, 24.4572, -0.0895, 0.3148, 0.2539
O, 5.8343, 7.6363, 21.2642, -0.0591, -0.0586, 0.2668
O, 9.1406, 13.7047, 25.747, -0.3531, 0.1603, -0.5674
O, 1.3616, 13.0013, 21.9155, -0.0251, 0.1347, 0.1937
O, 11.1403, 1.4394, 18.9943, -0.1162, 0.133, -0.0572
O, 4.2444, 6.9157, 16.5741, -0.2429, -0.0846, 0.0389
O, -0.3732, 6.6176, 12.194, -0.171, 0.2132, -0.3174
O, 3.2193, 7.3687, 14.2401, -0.1064, 0.0268, 0.0297
O, 0.8978, 10.3555, 19.6183, 0.0825, -0.1949, 0.0769
O, 10.4363, 3.8038, 18.1709, 0.0741, 0.0518, 0.0839
O, 10.2398, 4.6711, 13.6153, 0.1424, 0.1327, -0.457
O, 1.7468, 13.7252, 13.9775, -0.0754, 0.0313, -0.4564
O, 3.4282, 4.6749, 17.7203, 0.0904, 0.0902, 0.0909
O, 7.0514, 3.1759, 18.8442, 0.0579, 0.0762, -0.0883
O, 3.14, 9.2296, 16.1311, -0.1282, -0.1665, -0.0377
O, 4.2187, 10.9874, 12.3258, 0.0315, -0.2322, -0.0807
O, 15.0402, 11.6843, 22.5685, -0.1805, -0.1729, -0.1642
O, 9.041, 4.6149, 15.9759, 0.0487, -0.037, -0.1344
O, 1.611, 7.0477, 16.4055, 0.1877, 0.1101, -0.0384
O, 9.0322, 2.5107, 14.4176, -0.0324, 0.2158, 0.1626
O, 12.6528, 10.6605, 17.035, 0.1211, -0.1557, 0.1816
O, 8.2982, 9.4749, 13.4953, -0.1283, -0.0243, -0.4925
O, 4.1213, 5.5734, 21.5618, -0.1613, 0.0561, 0.1709
O, 10.2619, 10.6634, 18.1468, 0.241, 0.19, 0.0525
O, 11.0235, 6.3449, 20.9671, 0.1039, -0.1588, 0.3217
O, 12.9057, 3.0722, 17.8348, 0.007, 0.0056, 0.205
O, 6.4569, 5.3252, 20.2059, -0.2723, 0.1615, -0.0764
O, 10.0908, 1.3228, 16.6157, -0.3199, -0.0486, 0.2048
O, 7.6094, 4.6411, 13.6635, 0.1973, 0.1423, -0.3829
O, 9.536, 15.9102, 24.6267, 0.0181, -0.2169, 0.0875
O, 8.4665, 5.4365, 18.4031, -0.0539, -0.1876, -0.0297
O, 10.7567, 6.1791, 17.1167, 0.1114, -0.0219, 0.1508
O, 12.0164, 3.4563, 20.3448, 0.031, -0.1029, 0.2971
O, 0.8723, 4.1013, 12.3163, -0.042, 0.0909, -0.0675
O, 15.9366, 13.1212, 13.9007, -0.0668, -0.2713, -0.2753
O, 13.6028, 3.9698, 22.3151, -0.0435, 0.0831, 0.1283
O, 9.3455, 16.3335, 22.1537, 0.2399, 0.0179, 0.2989
O, 3.6079, 11.1928, 17.8292, -0.049, 0.1471, -0.0218
O, 7.5586, 2.0653, 16.4869, 0.2495, -0.1768, 0.1666
O, 5.9326, 0.8598, 18.0396, -0.0762, 0.1306, 0.0947
O, 4.6879, 11.9059, 20.21, -0.1849, -0.1174, 0.0205
O, 12.7197, 6.2573, 18.9447, -0.1618, 0.2828, 0.1685
O, 7.6616, 7.0768, 12.7219, -0.0662, -0.1971, -0.2919
O, 3.283, 14.2089, 16.0341, -0.0992, -0.1207, 0.0505
O, 13.1453, 11.7619, 24.3717, 0.0989, 0.2967, 0.0692
O, 11.0967, 14.5526, 22.8505, -0.0551, 0.1864, 0.0974
O, 12.8494, 8.1024, 20.9168, 0.0378, -0.1894, -0.0866
O, 11.4615, 5.8807, 23.5249, 0.0877, -0.0534, 0.2452
O, 8.5285, 13.8918, 23.1638, 0.2221, 0.1224, 0.5287
O, 1.5907, 3.0083, -1.6016, 0.4287, 0.146, 0.2635
O, 8.5317, -0.0241, 15.0912, -0.1115, 0.2368, -0.3012
O, 1.4446, 5.5893, -2.7188, 0.3277, -0.2167, -0.0962
O, 14.7913, 9.7919, 20.7087, -0.1325, 0.1471, 0.2046
O, 12.7233, 10.4045, 22.2231, 0.2559, 0.05, -0.1791
O, 5.9974, 5.2621, 17.595, -0.16, 0.0066, 0.3163
O, 4.43, 6.6627, 19.1975, 0.1328, -0.1833, 0.1411
O, 8.4898, 0.9698, 18.7135, 0.0991, 0.1272, -0.2042

Results
free energy: -50913.885 eV
free energy less fixed offsets of O -463.61, Si -117.95 eV per atom: -24.935 eV
pressure: -1.18 GPa
stress xx, yy, zz, yz, xz, xy (GPa, positive in tension): 1.35, 0.99, 1.22, 0.16, 0.18, -0.4
